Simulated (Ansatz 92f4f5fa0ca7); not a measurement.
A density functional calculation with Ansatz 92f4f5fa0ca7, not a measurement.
Periodic cell of 240 atoms, Si147O87H6, from a study of silicon, its oxide and their interface. The atomic structure is a simulated model.

Settings
functional: PBE
potential files: Ansatz PAW
basis: plane waves
wave-function cutoff: 700 eV
density cutoff ratio: 5
exchange-correlation grid ratio: 1
k mesh: 2 x 2 x 1, shifted by 0.5 0.5 0.5 of a step
self-consistency stop: 5e-08 eV per atom in the density residual
occupations: fixed
spin: none
net charge: 0

Cell vectors (angstrom)
a 11.6015 0 0
b 0 10.938 0
c 0 0 33.6797

Atoms: element, x, y, z (angstrom)
Si -0.0036 -0.1281 25.1962
Si 3.8378 -0.0318 25.006
Si 7.8053 0.3276 24.9355
Si 1.8583 1.287 25.0817
Si 5.701 1.4165 25.0408
Si 9.8673 1.4504 25.0931
Si 0.1837 5.4592 24.7775
Si 4.1583 5.6169 24.9133
Si 7.8805 5.4853 25.0646
Si 2.132 6.853 24.768
Si 6.0709 6.9898 25.1567
Si 9.8258 6.7975 24.9504
Si 2.0245 2.766 26.9271
Si 5.847 2.7765 26.9587
Si 9.8008 2.8297 26.9789
Si 0.1365 4.1922 26.857
Si 3.9498 4.1733 26.8587
Si 7.8158 4.0999 26.9566
Si 2.0131 8.0973 26.862
Si 5.8955 8.3265 27.0362
Si 9.7022 8.1754 26.8963
Si 0.0692 9.4302 27.0328
Si 3.8787 9.5534 26.9427
Si 7.828 9.6859 26.825
Si 0.065 -0.0072 28.8616
Si 3.9009 0.0099 28.8549
Si 7.806 0.026 28.8254
Si 1.9855 1.3821 28.8541
Si 5.8458 1.3639 28.8505
Si 9.7458 1.3785 28.8519
Si 0.0398 5.4944 28.834
Si 3.9093 5.4793 28.839
Si 7.7614 5.4731 28.8681
Si 1.98 6.8231 28.8501
Si 5.8422 6.8463 28.8739
Si 9.6825 6.8354 28.8429
Si 1.9336 2.7345 30.7805
Si 5.8008 2.7345 30.7805
Si 9.6679 2.7345 30.7805
Si 0 4.1018 30.7805
Si 3.8672 4.1018 30.7805
Si 7.7343 4.1018 30.7805
Si 1.9336 8.2035 30.7805
Si 5.8008 8.2035 30.7805
Si 9.6679 8.2035 30.7805
Si 0 9.5708 30.7805
Si 3.8672 9.5708 30.7805
Si 7.7343 9.5708 30.7805
Si 0 0 32.714
Si 3.8672 0 32.714
Si 7.7343 0 32.714
Si 1.9336 1.3673 32.714
Si 5.8008 1.3673 32.714
Si 9.6679 1.3673 32.714
Si 0 5.469 32.714
Si 3.8672 5.469 32.714
Si 7.7343 5.469 32.714
Si 1.9336 6.8362 32.714
Si 5.8008 6.8362 32.714
Si 9.6679 6.8362 32.714
Si 1.9336 2.7345 0.9679
Si 5.8008 2.7345 0.9679
Si 9.6679 2.7345 0.9679
Si 0 4.1018 0.9679
Si 3.8672 4.1018 0.9679
Si 7.7343 4.1018 0.9679
Si 1.9336 8.2035 0.9679
Si 5.8008 8.2035 0.9679
Si 9.6679 8.2035 0.9679
Si 0 9.5708 0.9679
Si 3.8672 9.5708 0.9679
Si 7.7343 9.5708 0.9679
Si -0.0421 -0.0159 2.9402
Si 3.8013 -0.0261 2.9156
Si 7.7087 0.0225 2.8459
Si 1.8777 1.3664 2.932
Si 5.7431 1.31 2.8084
Si 9.6491 1.3748 2.9421
Si -0.047 5.4398 2.9243
Si 3.8057 5.4758 2.9203
Si 7.7178 5.4606 2.8958
Si 1.8582 6.8249 2.8992
Si 5.7724 6.8036 2.8849
Si 9.645 6.8412 2.9077
Si 1.8626 2.7059 4.9027
Si 5.7098 2.7039 4.6583
Si 9.6402 2.6962 4.9381
Si -0.0725 4.1162 4.9057
Si 3.7923 4.0791 4.8426
Si 7.6786 4.0189 4.7734
Si 1.8139 8.1624 4.8465
Si 5.7671 8.1494 4.8084
Si 9.5876 8.2354 4.8331
Si -0.0713 9.6369 4.9544
Si 3.7884 9.4201 4.7741
Si 7.6575 9.6111 4.7528
Si -0.0323 0.0511 7.0264
Si 3.7616 -0.2698 6.728
Si 7.607 0.1469 6.6232
Si 1.9895 1.3 6.8635
Si 5.5434 1.2804 6.5078
Si 9.553 1.4481 7.0218
Si -0.1571 5.5451 6.8264
Si 3.7401 5.4189 6.8244
Si 7.5765 5.3176 6.7218
Si 1.8274 6.7945 6.78
Si 5.6971 6.7275 6.7152
Si 9.4323 6.8329 6.7522
H 5.7645 7.6187 7.9114
H 11.4405 4.6586 8.0405
H 1.8984 7.6683 7.9931
O 11.7814 9.8611 8.2654
O 9.1907 7.9041 8.0172
O 5.0937 2.4433 7.6175
O 7.4218 9.9568 7.8265
O 3.6909 4.5533 8.2753
O 3.7351 9.7408 8.1452
O 7.4392 4.2501 8.0015
O 9.2977 2.4216 8.3933
O 2.4558 2.1846 8.2354
H -0.0349 10.0479 23.8995
H 9.7062 7.6895 23.7487
H 7.7404 4.6325 23.8379
O 7.991 10.6583 23.4068
O 10.3337 2.2608 23.6918
O 3.8809 9.9902 23.6087
O 4.5319 4.8305 23.4865
O 6.3368 8.128 23.9447
O 2.2042 7.8942 23.4407
O 11.7397 4.4776 23.4092
O 5.3688 2.3169 23.6867
O 1.4927 2.2209 23.7433
Si 7.9933 3.1655 9.0892
Si 4.1501 9.8091 9.7305
Si 0.7875 7.7763 13.4374
Si 0.8968 3.46 15.5088
Si 6.2731 -3.148 10.679
Si 0.2669 10.5151 18.6438
Si 12.4032 9.2281 16.0021
Si 8.0687 6.7164 20.5271
Si -2.7664 4.0144 19.2857
Si 1.9183 4.211 18.3868
Si 3.2821 8.8272 22.6261
Si -0.1701 2.5483 19.9194
Si 7.6822 -0.2326 21.8213
Si 2.9242 10.4193 20
Si 6.5752 13.4484 20.5022
Si 9.5471 -1.7215 20.0241
Si 5.6368 1.5348 10.3774
Si -2.2034 4.2823 16.2187
Si 2.8752 5.6285 14.448
Si 1.9858 0.8024 14.4717
Si 1.624 10.3207 11.7173
Si 6.942 2.5641 15.3258
Si 8.4171 9.1248 8.7789
Si 7.9411 8.7985 12.8902
Si 3.8759 2.9551 8.5719
Si 4.9537 3.5046 22.6628
Si 4.6721 9.3592 17.8577
Si 7.9253 6.8579 15.305
Si 2.7317 -3.9706 17.2137
Si 4.787 0.5724 15.5556
Si 7.6749 5.359 11.2354
Si 7.5411 8.2585 18.0795
Si 5.8929 5.1454 13.9474
Si 11.0644 9.6355 9.7311
Si 6.5952 0.6031 13.2316
Si 3.6943 2.435 20.231
Si 6.1285 8.1037 22.3252
Si 10.1726 -3.5101 11.5322
Si 0.1386 2.861 23.0763
O 1.7437 -0.6074 15.2572
O 1.6899 3.5252 16.9297
O 7.6389 -0.5549 12.8289
O 6.4186 6.3692 14.9009
O 3.9484 -3.0465 17.7837
O 8.6994 -1.6743 18.627
O 8.2063 4.0162 10.4755
O 6.9166 5.0019 12.6554
O 11.8635 10.5681 10.8228
O 7.4628 1.71 14.0438
O 0.0535 -2.5083 14.7681
O -2.9002 5.2358 20.3628
O -0.6769 3.9007 15.7428
O 9.518 10.1263 9.4755
O 9.3464 -2.2225 12.077
O 2.5833 9.5465 21.3369
O -0.332 6.9082 12.6221
O 4.8128 8.3793 10.2383
O 7.4643 8.5658 9.9333
O 6.5095 6.188 10.393
O 1.4153 8.9245 12.4917
O 0.6092 3.8391 19.2834
O 3.2976 6.1026 15.9513
O 13.7642 5.8381 18.2768
O 9.0693 -0.5585 21.0442
O 9.0723 6.2309 11.3414
O -0.1039 10.0819 17.0908
O 6.2311 3.6652 21.6332
O 7.2187 12.1574 21.2658
O 2.8858 10.1778 10.6902
O 0.2324 2.4726 21.4959
O 3.6746 3.115 21.7169
O 2.0777 -4.0843 13.7547
O 1.8339 10.1378 18.8293
O 6.5896 9.4972 21.5818
O 3.1875 3.4917 19.1054
O 10.9978 8.0448 10.2279
O 3.4514 1.3371 14.9813
O 5.908 1.3852 11.9745
O 8.2868 -2.8384 14.3181
O 5.9065 1.6079 16.1963
O 7.0244 6.8429 21.7765
O 4.3039 -0.5437 16.6426
O 7.4245 3.1891 19.289
O 6.2658 9.1639 17.7196
O -2.2862 4.6038 17.8331
O 8.9554 -5.3655 15.3002
O 8.0514 7.4614 16.7868
O 4.2815 5.3303 13.6322
O 1.8905 11.4899 12.8414
O 4.5236 7.9037 22.0629
O 0.8904 12.8804 14.8982
O 5.2001 2.0008 19.8042
O 5.2641 10.986 9.8369
O 6.0106 3.7943 14.8342
O 1.7875 4.3938 14.4879
O 4.4001 2.6027 10.099
O 6.9745 1.9735 9.5484
O 9.8598 2.9017 19.8494
O 6.6164 -2.9053 12.2701
O 13.1598 8.0186 16.799
O 5.4784 -0.092 14.2172
O 0.0364 12.0956 19.0493
O 8.3096 3.0631 16.0551
O 7.1971 7.1336 19.2091
O 2.8173 1.0713 20.3348
O 11.0901 9.5298 19.6788
O 4.3492 10.0081 19.3243
O 9.3368 -3.191 20.7122

Results
free energy: -143043.036 eV
free energy less fixed offsets of H -17.10, O -569.03, Si -635.61 eV per atom: -0.156 eV

Forces (eV/angstrom), in the order of the atoms: element, x, y, z
Si -0.0146 0.0165 -0.0495
Si 0.0029 -0.0222 -0.0521
Si 0.0108 -0.0826 0.0478
Si -0.0642 0.0574 0.0172
Si -0.0518 0.0016 -0.0322
Si 0.1582 0.0034 -0.0233
Si -0.0465 -0.0523 -0.0288
Si 0.074 -0.0581 -0.0038
Si -0.0378 -0.0083 -0.0171
Si -0.0036 0.0705 0.0001
Si 0.0595 0.0424 -0.0632
Si -0.0306 0.0285 0.0048
Si -0.0107 -0.0815 -0.007
Si -0.0074 -0.0578 -0.0137
Si 0.0169 -0.0558 -0.0301
Si 0.0029 0.0483 -0.044
Si -0.0139 0.078 -0.0333
Si -0.0161 0.038 0.0021
Si 0.0107 -0.0308 -0.0164
Si 0.0327 -0.0782 -0.0074
Si -0.043 -0.0496 -0.0209
Si 0.018 0.0711 0.0036
Si -0.0465 0.0528 0.0006
Si 0.0318 0.0572 -0.0418
Si -0.0166 -0.0413 0.0011
Si -0.0149 -0.0335 -0.0054
Si 0.0037 -0.0418 0.0158
Si 0.0005 0.0423 -0.0174
Si -0.008 0.0337 0.0188
Si -0.012 0.0323 0.0091
Si 0.0091 -0.0379 0.0296
Si -0.0171 -0.0329 0.0124
Si 0.0152 -0.0302 -0.0021
Si 0.0079 0.0212 0.0021
Si 0.0129 0.0507 -0.0074
Si -0.0169 0.0323 0.0194
Si 0.0185 0.0507 0.0887
Si 0.0361 -0.0926 0.0428
Si 0.1158 0.027 0.0904
Si 0.0002 0.0481 -0.1407
Si 0.0959 -0.0074 -0.1079
Si -0.0147 -0.0309 0.0712
Si 0.063 0.0418 -0.0754
Si 0.0186 0.0356 0.203
Si 0.0085 -0.0038 -0.061
Si 0.0783 0.0106 0.1701
Si 0.023 0.0168 0.036
Si 0.0814 0.1258 -0.2008
Si -0.0109 0.0091 0.0403
Si 0.0181 0.0113 0.0035
Si -0.0031 -0.0297 -0.0485
Si -0.0043 -0.0142 0.032
Si 0.0013 0.1073 -0.0621
Si -0.0073 -0.0415 0.0428
Si 0.0169 0.0475 -0.0137
Si -0.0058 0.0333 0.0004
Si -0.0063 -0.0443 -0.0019
Si -0.0104 -0.0212 -0.0021
Si 0.008 0.0701 0.0056
Si 0.0128 0.0002 0.0126
Si -0.0408 -0.086 0.1567
Si -0.0983 0.0102 -0.3706
Si 0.0077 -0.037 0.1825
Si -0.0927 -0.0486 0.0503
Si -0.0741 0.0392 0.134
Si 0.0546 -0.0164 -0.0332
Si -0.0781 -0.0446 0.0047
Si -0.0238 -0.0845 0.0475
Si -0.0065 -0.0392 -0.0168
Si -0.0316 0.0277 0.179
Si -0.1375 -0.0545 0.0203
Si 0.0401 -0.0701 -0.2544
Si -0.0005 -0.0428 -0.0112
Si -0.0063 -0.0329 -0.0073
Si 0.019 -0.0345 0.0115
Si 0.0057 0.0364 -0.0187
Si -0.0054 0.036 0.0152
Si 0.0184 0.0304 -0.0128
Si 0.0069 -0.0471 -0.0133
Si 0.0044 -0.0465 -0.0284
Si 0.0021 -0.0354 -0.0124
Si -0.0095 0.0501 -0.0173
Si 0.0059 0.0276 -0.0216
Si 0.0073 0.0485 -0.0143
Si 0.0193 -0.0684 0.0235
Si -0.0461 -0.0652 0.0318
Si 0.0153 -0.0411 -0.0093
Si -0.0197 0.0605 0.0203
Si -0.0043 0.0497 0.0363
Si 0.0205 0.0547 0.0197
Si -0.0363 -0.045 0.0141
Si 0.0306 -0.0539 0.0334
Si 0.0087 -0.0849 0.0225
Si 0.005 0.0556 0.0259
Si -0.0062 0.0551 -0.0144
Si -0.0016 0.0803 0.0146
Si 0.0154 -0.1039 -0.0344
Si -0.0299 -0.0065 0.0978
Si -0.037 -0.0746 0.0061
Si 0.1272 0.056 0.0121
Si -0.1125 0.096 0.0089
Si -0.0327 0.032 0.0391
Si -0.012 -0.042 -0.0248
Si -0.0065 -0.0474 0.021
Si -0.0074 -0.05 0.0543
Si 0.0322 0.0478 0.0215
Si 0.0247 0.0608 -0.0125
Si -0.0581 0.0501 0.0434
H -0.0056 0.0025 -0.011
H 0.0002 -0.008 -0.013
H -0.0099 0.003 -0.0157
O -0.0302 -0.0015 0.0048
O -0.0024 0.0351 -0.0024
O 0.001 -0.0095 0.0022
O 0.0436 -0.0135 0.0058
O 0.0077 -0.0309 -0.0087
O 0.0201 0.0075 -0.0229
O 0.0176 -0.0186 -0.0024
O -0.004 0.0143 -0.024
O 0.0219 0.0132 -0.0436
H 0.0036 -0.0103 0.0106
H 0.006 0.0094 0.0109
H 0.0132 -0.0089 0.0084
O -0.0258 -0.0091 -0.0209
O 0.024 0.0299 -0.0085
O -0.0332 -0.0348 0.006
O -0.0307 -0.0471 -0.0111
O -0.0362 0.0068 -0.03
O 0.0379 0.0354 -0.0016
O 0.0137 -0.0318 0.0155
O 0.0183 0.0603 -0.0148
O -0.0033 0.007 0.0106
Si 0.0025 -0.001 -0.0087
Si 0.0027 0.0009 0.0128
Si -0.0032 0.0002 -0.0011
Si -0.0034 -0.0028 -0.0042
Si -0.0018 -0.0055 0.0063
Si 0.0001 -0.0005 -0.009
Si -0.0038 -0.0037 -0.0056
Si -0.0066 -0.0041 0.001
Si -0.0027 0.0004 -0.0067
Si -0.0007 -0.0016 -0.0072
Si 0.005 -0.0194 0.001
Si -0.0023 -0.0049 0.0002
Si -0.0007 -0.0079 0.011
Si -0.005 -0.0038 -0.0064
Si 0.0015 -0.0032 -0.0075
Si -0.0027 0.0052 -0.0075
Si 0.0066 -0.0018 0.0039
Si 0.0008 0.0009 -0.0025
Si 0.0035 0.0011 -0.0027
Si -0.0025 0.0017 -0.0018
Si -0.0024 -0.0007 0.0033
Si -0.0007 -0.0037 0.0027
Si 0.0211 0.0205 -0.0052
Si 0.0061 0.0028 0.0008
Si 0.0061 0.0179 0.0061
Si -0.0075 0.0034 0.0069
Si 0.0027 0.0008 -0.0045
Si 0.0052 0.0032 -0.0011
Si 0.0019 0.0006 -0.0026
Si -0.0025 0.0007 0.004
Si 0.0062 -0.0072 0.0031
Si 0.0003 0.003 -0.0104
Si -0.0009 0.0022 -0.0022
Si -0.0094 -0.0007 -0.003
Si 0.0053 0.0046 -0.0026
Si -0.0029 0.0026 -0.0093
Si -0.0178 0.0067 0.0156
Si 0.0097 0.001 -0.0011
Si -0.0167 0.0172 -0.0036
O -0.015 0.0145 -0.0146
O -0.0097 0.0191 0.0083
O -0.0253 0.0065 0.0073
O 0.0221 -0.0126 -0.0171
O -0.0026 0.0147 -0.0035
O -0.007 -0.0264 0.026
O -0.0148 0.0127 -0.0076
O -0.0038 0.0053 0.0058
O 0.0227 -0.02 -0.011
O -0.0352 -0.0054 0.0073
O 0.0248 0 -0.0202
O -0.0121 -0.0029 -0.0168
O 0.0007 -0.0022 0.0084
O 0.0061 -0.0487 -0.0073
O 0.0058 -0.0287 0.0063
O 0.0229 0.0108 -0.0051
O 0.0042 0.0322 -0.01
O 0.0129 0.033 -0.0064
O -0.0048 -0.0092 -0.0222
O 0.0232 0.0127 0.0156
O -0.0156 0.0134 -0.0045
O 0.0142 -0.0155 -0.0046
O -0.0223 0.0041 -0.0038
O 0.001 -0.0164 -0.016
O -0.0141 -0.0284 -0.004
O -0.0175 0.0186 0
O 0.0217 -0.0081 0.0139
O -0.006 -0.0294 -0.0152
O -0.0178 0.0117 0.0006
O -0.0002 -0.0068 -0.0097
O -0.0111 0.0049 -0.0121
O 0.0275 -0.0114 -0.0134
O -0.0034 -0.0101 0.0124
O -0.0088 0.0141 0.0183
O 0.0121 -0.0159 0.014
O -0.0202 -0.0024 0.0119
O -0.0016 0.0242 0.0207
O -0.0022 -0.0218 0.0013
O 0.0073 -0.0171 -0.0095
O -0.0182 -0.01 -0.01
O -0.0049 -0.015 -0.0323
O 0.0092 0.0227 -0.0127
O 0.0134 0.0096 0.0013
O 0.0019 0.0163 0.02
O -0.0007 -0.0202 0.0124
O -0.0052 -0.0131 0.007
O -0.0156 -0.0135 0.0187
O -0.0157 0.0124 0.0114
O 0.0016 0.0074 0.0215
O -0.0019 -0.0168 0.0132
O 0.0094 0.0413 0.0203
O 0.0251 0.0049 0.0033
O -0.0154 0.018 0.032
O -0.021 0.0018 0.0018
O 0.0209 -0.0005 -0.0079
O 0.0019 0.0035 0.0129
O 0.0259 -0.0322 -0.0155
O -0.0221 0.0092 0.0101
O 0.0141 0.0158 -0.0061
O 0.0136 0.0029 -0.0037
O 0.0047 -0.0036 -0.0055
O 0.0136 0.0304 0.0057
O 0.0008 -0.0059 0.0121
O -0.0042 0.0206 -0.0163
O 0.031 0.0181 0.0036
O 0.0131 -0.0039 -0.0021
O -0.0093 0.0124 -0.0147
O -0.0152 -0.0004 -0.0129
O -0.0278 0.014 -0.0179

The program warned: the cutoff lies below the one the program advises for these potential files; the forces do not sum to zero within the program's tolerance; the exchange-correlation potential is rough where the density is thin.
